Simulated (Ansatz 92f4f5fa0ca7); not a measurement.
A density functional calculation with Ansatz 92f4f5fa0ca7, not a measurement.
Periodic cell of 256 atoms, Si144O112, from a study of silicon, its oxide and their interface. The atomic structure is a simulated model.
Doubt: the cutoff is far below the 930 eV that the study's wrapper takes by default for these files, so forces and energies are approximate.
This geometry differs little from another in the collection (a relaxation step or a small displacement).

Settings: functional PBE; potential files Ansatz PAW; basis plane waves; wave-function cutoff 580 eV; density cutoff ratio 5; exchange-correlation grid ratio 1; k mesh 1 x 1 x 1, Gamma-centred; self-consistency stop 5e-08 eV per atom in the density residual; occupations fixed; spin none; net charge 0.

Cell vectors (angstrom)
a, 10.938, 0, 0
b, 0, 10.938, 0
c, -0.3025, 0.4303, 36.8836

Atoms and the computed forces on them: element, x, y, z (angstrom), force x, y, z (eV/angstrom)
Si, 1.2933, -1.1609, 29.284, 0.0163, -0.0183, -0.0152
Si, 3.9731, 1.5784, 29.4429, 0.0251, -0.0315, -0.0062
Si, 0.9006, 4.7476, 29.4424, -0.0046, 0.006, -0.0065
Si, 3.6837, -3.2629, 29.4151, 0.009, 0.0471, -0.0229
Si, -4.7472, -0.6616, 29.5813, -0.0716, -0.0006, -0.0468
Si, -1.8435, 1.8989, 29.4578, -0.0039, 0.0076, -0.0228
Si, 6.8479, 4.1591, 29.3563, 0.0041, -0.0055, -0.0148
Si, -1.3743, -3.9743, 29.3732, 0.0005, 0.0038, -0.029
Si, 2.3799, 0.4139, 30.7084, 0.0217, -0.0045, 0.0061
Si, 5.1824, 3.1558, 30.7156, 0.0158, -0.0188, -0.0026
Si, 2.5241, -4.9836, 30.6439, -0.0146, -0.0024, 0.0001
Si, 5.1005, -2.2125, 30.9373, 0.0072, -0.0051, 0
Si, -3.0371, 0.4006, 30.782, 0.0075, 0.0205, 0.0137
Si, -0.2801, 3.1543, 30.73, -0.0112, 0.0109, 0.0078
Si, 7.8968, 5.8679, 30.6493, 0.0029, -0.0179, 0.002
Si, -0.2698, -2.3262, 30.6572, 0.016, -0.0144, -0.0016
Si, 1.0608, 1.7956, 32.0944, -0.0046, 0.0004, -0.0064
Si, 3.8171, 4.5476, 32.0615, -0.0026, 0.0027, 0.0034
Si, 1.1021, -3.6757, 32.0701, -0.0038, 0.0088, -0.0002
Si, 3.7169, -0.8673, 32.1905, -0.0094, 0.0171, -0.0028
Si, 6.532, 1.792, 32.1245, -0.008, 0.0054, -0.0107
Si, 9.2593, 4.5279, 32.0915, 0.0016, -0.0023, -0.0114
Si, 6.5443, 7.2497, 32.0817, -0.0032, 0.0045, 0.0005
Si, -1.6406, -0.9786, 32.0775, -0.0008, -0.0022, 0.0058
Si, -0.3025, 0.4303, 33.4654, -0.0141, -0.1148, -0.1023
Si, 2.432, 3.1648, 33.4654, 0.123, 0.0714, -0.2433
Si, -0.3025, 5.8993, 33.4654, 0.1016, 0.0244, -0.2062
Si, 2.432, -2.3042, 33.4654, -0.3319, -0.0731, 0.4034
Si, 5.1665, 0.4303, 33.4654, -0.0971, 0.2648, 0.4372
Si, 7.901, 3.1648, 33.4654, -0.0113, 0.0449, 0.1236
Si, 5.1665, 5.8993, 33.4654, 0.0943, -0.0527, -0.0864
Si, 7.901, -2.3042, 33.4654, 0.1398, -0.2076, -0.1291
Si, 1.3673, -1.3673, 3.418, -0.0217, -0.0314, 0.1729
Si, 4.1018, 1.3673, 3.418, 0.0111, 0.0363, 0.1285
Si, 1.3673, 4.1018, 3.418, 0.0018, 0.1447, -0.2517
Si, 4.1018, -4.1018, 3.418, -0.001, -0.1527, -0.2063
Si, 6.8362, -1.3673, 3.418, 0.0001, -0.0191, -0.3478
Si, -1.3673, 1.3673, 3.418, -0.0209, 0.0298, -0.2857
Si, 6.8362, 4.1018, 3.418, -0.0229, 0.0185, 0.2507
Si, -1.3673, 6.8362, 3.418, 0.0156, -0.0072, 0.224
Si, 2.7351, 0.0024, 4.7966, -0.0014, 0.0013, -0.0039
Si, 5.4572, 2.7401, 4.8156, 0.0012, -0.0024, -0.006
Si, 2.7229, 5.4754, 4.7793, -0.0036, 0.007, 0.0067
Si, 5.49, -2.7571, 4.7403, 0.0034, -0.0035, 0.0075
Si, -2.7313, -0.0078, 4.7469, -0.0007, 0.0019, 0.0057
Si, -0.021, 2.7644, 4.7428, -0.0109, 0.0059, 0.0074
Si, 8.2038, 5.472, 4.8181, -0.0013, -0.0021, -0.0004
Si, 0.0059, -2.7407, 4.8183, -0.001, 0.0026, -0.0047
Si, 1.3254, 1.405, 6.0973, -0.0007, 0.0091, -0.0081
Si, 4.0606, 4.111, 6.1827, -0.0097, 0.0026, -0.0054
Si, 1.3835, -4.1031, 6.2041, 0.0178, -0.0141, 0.0096
Si, 4.1321, -1.4119, 6.0958, 0.0076, -0.0175, 0.0066
Si, -4.0751, 1.3492, 6.1305, 0.018, -0.0025, 0.0077
Si, -1.3425, 4.1148, 6.1797, 0.016, -0.0181, 0.0064
Si, 6.8306, -4.0852, 6.1759, -0.0079, 0.0185, -0.0058
Si, -1.3956, -1.3664, 6.1485, -0.0135, 0.0014, -0.0065
Si, -0.2687, 0.2759, 7.3955, -0.012, 0.0217, 0.0656
Si, 2.4273, 2.9602, 7.472, -0.0217, 0.0086, 0.0299
Si, 0.2406, -5.6904, 7.5471, 0.005, -0.008, -0.0001
Si, 3.0027, -2.9381, 7.4939, 0.0121, -0.0039, 0.004
Si, 5.7488, -0.3087, 7.3784, 0.0093, -0.0206, 0.0404
Si, -2.4928, 2.4999, 7.4526, 0.0091, -0.0049, -0.0012
Si, 5.2032, 5.7341, 7.4628, -0.0147, 0.0301, 0.0409
Si, -2.9425, -2.5163, 7.5275, -0.0163, 0.0115, 0.0175
Si, 1.0648, -0.937, 34.8326, -0.0487, -0.1144, 0.0384
Si, 3.7993, 1.7975, 34.8326, 0.1512, 0.0491, 0.0445
Si, 1.0648, 4.532, 34.8326, -0.0223, 0.0202, -0.0404
Si, 3.7993, 7.2665, 34.8326, -0.0005, 0.0478, -0.0347
Si, 6.5338, -0.937, 34.8326, -0.059, 0.0057, -0.0439
Si, -1.6697, 1.7975, 34.8326, -0.0438, -0.0013, -0.0358
Si, 6.5338, 4.532, 34.8326, 0.0016, -0.0259, 0.003
Si, -1.6697, 7.2665, 34.8326, 0.017, 0.0327, -0.0002
Si, 2.432, 0.4303, 36.1999, -0.0214, 0.0145, -0.0466
Si, 5.1665, 3.1648, 36.1999, -0.0571, 0.0121, -0.0113
Si, 2.432, 5.8993, 36.1999, 0.0223, -0.0122, -0.0113
Si, 5.1665, -2.3042, 36.1999, 0.0172, -0.028, -0.0099
Si, -3.037, 0.4303, 36.1999, 0.0229, 0.0055, -0.0124
Si, -0.3025, 3.1648, 36.1999, 0.012, -0.028, -0.0105
Si, -3.037, 5.8993, 36.1999, 0.0009, -0.027, -0.0362
Si, -0.3025, -2.3042, 36.1999, -0.0005, 0.0687, -0.0105
Si, 1.3673, 1.3673, 0.6835, 0.0257, -0.0279, 0.0228
Si, 4.1018, 4.1018, 0.6835, 0.0643, -0.0304, 0.0159
Si, 1.3673, 6.8362, 0.6835, -0.0444, 0.0278, 0.0076
Si, 4.1018, -1.3673, 0.6835, -0.0103, 0.0423, 0.0134
Si, 6.8362, 1.3673, 0.6835, -0.0465, 0.0335, 0.005
Si, -1.3673, 4.1018, 0.6835, -0.0259, 0.0315, 0.0208
Si, 6.8362, -4.1018, 0.6835, 0.0288, -0.0064, 0.028
Si, -1.3673, -1.3673, 0.6835, 0.0023, -0.0622, 0.021
Si, 0, 0, 2.0507, -0.0221, 0.0458, 0.0058
Si, 2.7345, 2.7345, 2.0507, -0.0112, 0.0366, 0.0134
Si, 0, 5.469, 2.0507, 0.0591, -0.0261, 0.0027
Si, 2.7345, -2.7345, 2.0507, 0.0277, -0.026, 0.0154
Si, 5.469, 0, 2.0507, 0.0414, -0.03, 0.0135
Si, 8.2035, 2.7345, 2.0507, 0.0094, -0.0835, 0.0071
Si, 5.469, 5.469, 2.0507, -0.0817, 0.0025, 0.001
Si, 8.2035, -2.7345, 2.0507, -0.0189, 0.0695, 0.0082
Si, 3.3166, -1.1524, 16.3719, 0.0021, -0.0004, 0.0103
Si, 2.4093, 4.1987, 17.586, -0.0021, 0.002, 0.0025
Si, 6.5024, 3.7925, 9.5866, 0.0083, 0.0047, -0.0199
Si, -2.4303, -0.1722, 15.6038, -0.0004, 0.0005, 0.0198
Si, -1.3886, -1.5685, 24.7066, 0.0016, -0.0012, 0.0016
Si, 2.7272, 3.4141, 27.2202, 0.0024, -0.0083, 0.0125
Si, -2.0712, 1.4128, 13.2644, 0.0003, -0.0045, -0.0045
Si, 1.5362, 2.9217, 22.264, -0.0003, 0.004, -0.0167
Si, 0.7051, 2.7007, 25.1677, -0.003, 0.008, 0.007
Si, 0.9829, 4.9547, 14.776, 0.0018, -0.0009, 0.0128
Si, 3.0134, 1.8521, 15.9108, -0.002, 0.0007, 0.0115
Si, 7.3719, 4.0621, 12.5881, 0.0067, -0.0041, 0.0056
Si, 0.3109, 4.6238, 19.9967, -0.001, -0.0008, -0.0095
Si, 1.1738, -1.4822, 9.6394, 0.0033, 0.0128, -0.0213
Si, 6.8032, -0.4193, 23.5191, -0.0056, 0.0034, -0.0023
Si, 2.6641, 0.2453, 11.8456, -0.0037, 0.0046, -0.0031
Si, 3.4253, -4.5096, 14.1701, 0.0006, -0.0007, 0.0067
Si, -1.2481, -4.1595, 15.4758, -0.0041, -0.0005, 0.0172
Si, 4.342, -1.7025, 13.6168, 0.0031, -0.0036, 0.0025
Si, 4.761, -5.1671, 16.791, 0.0008, -0.0007, 0.0016
Si, 1.5566, -1.8336, 23.292, 0.0049, 0.0005, -0.0066
Si, -2.4937, -3.7965, 26.4718, 0.0029, -0.0128, 0.0063
Si, 0.9757, 2.0649, 13.6628, -0.0025, 0.0029, 0.0056
Si, 3.511, -1.622, 19.4284, -0.0008, -0.0007, -0.0065
Si, 1.9391, -3.9427, 20.992, -0.0004, -0.0015, -0.0152
Si, 5.5331, -4.6273, 24.1677, -0.0051, 0.0049, 0.0012
Si, 4.2867, 1.4939, 9.5358, 0.0012, -0.0174, -0.0222
Si, 1.8212, 0.2464, 20.9279, -0.0032, -0.0039, -0.0143
Si, 5.7223, -2.5267, 27.3058, -0.0087, 0.0143, 0.0102
Si, -2.9119, -4.8117, 22.6475, -0.0003, 0.0006, -0.0117
Si, 6.8158, 2.5108, 24.5372, 0.0006, -0.0031, 0.0045
Si, -2.3017, -3.997, 12.621, -0.008, 0.006, 0
Si, 4.2894, -1.9464, 24.8139, 0.0029, -0.0001, 0.0062
Si, -2.6442, 3.5578, 19.1205, -0.0025, -0.003, -0.0079
Si, 7.5461, -4.7136, 17.76, 0.0018, -0.0003, 0.0026
Si, -1.0258, -3.7752, 9.7663, 0.0004, -0.0045, -0.0172
Si, 7.8665, 0.6463, 18.3889, 0.0322, -0.0161, 0.0042
Si, -1.7924, 4.5104, 25.0347, -0.0095, -0.0016, 0.0144
Si, 3.8861, 4.7432, 21.9477, 0.0036, 0.001, -0.0174
Si, 0.2555, -1.5974, 16.5004, -0.0042, 0.0021, 0.0178
Si, 7.3889, -1.2474, 13.0965, -0.0001, 0.0066, -0.0039
Si, 6.4953, 3.7345, 21.549, 0.0034, -0.0056, -0.0161
Si, -2.2811, -3.0267, 20.2896, 0.0044, 0.0001, -0.0147
Si, -0.4304, 0.3305, 27.0194, -0.0032, 0.0073, 0.0046
Si, -0.4645, -0.8858, 19.3817, -0.0229, 0.0128, -0.0068
Si, 5.4811, 4.2844, 26.5111, 0.0099, -0.0119, 0.0025
Si, 4.939, 3.8908, 14.5063, -0.0031, 0.0042, 0.0158
Si, 6.348, -0.8113, 20.4961, -0.0042, 0.0049, -0.0156
O, 7.8569, -5.3808, 13.0611, 0, -0.0014, -0.0022
O, -1.3168, -0.6162, 26.0356, 0.0029, 0.0078, -0.0015
O, 5.4346, 4.5427, 15.9259, -0.0009, 0.0002, -0.0045
O, 6.9241, -4.0105, 23.5642, 0.0018, 0.0021, -0.0016
O, 1.7706, -1.4856, 15.8958, -0.0065, 0.0001, -0.0004
O, -1.4896, -4.3179, 11.237, 0.008, 0.0043, -0.0045
O, 4.4364, -3.5396, 24.5859, 0.0025, -0.0046, -0.0043
O, -1.8197, -0.1341, 19.0155, -0.0131, 0.0071, -0.0064
O, 2.7862, 3.8416, 22.7285, 0.0006, -0.0014, 0.0068
O, 5.1331, 0.4829, 29.0168, 0.024, 0.001, 0.0247
O, 4.1011, -4.079, 8.0019, 0.0141, -0.0138, -0.0189
O, 6.6079, -1.5188, 28.2375, 0.0093, 0.0161, 0.0178
O, 4.6978, -1.6478, 26.3687, 0.0098, -0.0093, -0.0003
O, -2.9315, 3.0419, 29.0017, -0.0018, 0.0031, 0.0101
O, 7.1752, 5.2078, 21.6235, -0.0011, 0.0053, 0.0115
O, -2.2625, 5.5421, 26.2137, -0.0011, 0.0061, -0.0096
O, 5.7609, -1.2011, 12.9883, 0.0002, 0.0014, 0.0049
O, 2.8919, 2.6728, 17.3184, 0.001, -0.0017, -0.0014
O, 3.2891, 2.112, 28.0347, 0.0062, -0.0053, 0.0058
O, 6.1964, 3.4978, 13.5658, 0.0034, 0.0001, -0.005
O, 7.4506, -1.9843, 20.4822, 0.0059, -0.0016, 0.0126
O, 1.5828, 1.6178, 15.1262, 0.0017, 0.0004, -0.004
O, 0.6766, -0.5336, 27.875, 0.0162, -0.0146, 0.0123
O, 3.2188, -0.6706, 13.0638, -0.0014, 0.002, -0.0037
O, 3.8829, 0.8163, 10.9422, 0.0048, 0.0093, 0.0016
O, 4.8039, 5.3931, 23.0826, -0.0023, 0.0028, 0.0111
O, 2.8292, -0.1744, 19.7322, 0.0014, 0.0005, 0.0086
O, 1.3475, 4.0997, 8.0238, 0.0062, -0.0077, -0.0155
O, 2.4762, -2.2538, 28.8548, -0.0022, -0.0206, 0.015
O, 6.3513, 4.5703, 27.8507, 0.0122, 0.0026, 0.0178
O, 2.7102, -1.6704, 24.4685, -0.0003, 0.0005, -0.0045
O, 5.9093, 5.0846, 8.7981, -0.0118, 0.011, -0.0226
O, 0.2442, 1.4149, 26.0282, -0.0094, -0.0141, 0.0003
O, 6.8631, -1.3876, 7.9829, -0.0128, 0.0116, -0.0212
O, 4.9299, -1.5884, 20.2422, -0.0044, 0, 0.0058
O, -2.7062, 3.1589, 25.0243, 0.0096, 0.0037, -0.0066
O, 5.3727, 2.6581, 9.7688, -0.0015, 0.0013, 0.0173
O, 6.5721, 0.3253, 19.3325, 0.0088, 0.0013, -0.0012
O, 6.4974, 3.0164, 23.014, -0.003, 0.0021, 0.0059
O, -1.895, 5.2545, 23.5782, 0.0058, -0.0023, 0.0051
O, 7.8244, -1.3323, 14.6755, 0.0014, -0.0016, 0.0005
O, 8.1446, 0.1146, 12.4938, -0.0007, -0.0004, 0.0097
O, 7.5916, -0.0202, 16.9313, 0.016, 0.0068, 0.0168
O, 7.5283, 4.6565, 18.201, -0.0001, -0.0002, 0.0001
O, 3.9242, -3.2566, 13.2411, -0.0004, 0.003, 0.0054
O, 5.9607, -4.332, 17.5262, -0.0011, 0.0009, -0.0003
O, -2.5166, 1.2705, 14.8338, 0.0014, -0.002, -0.0008
O, 3.9124, -4.2592, 15.7223, -0.0006, 0.0009, -0.0043
O, 2.1866, 3.0545, 25.7344, 0.0079, 0.0029, -0.0025
O, 1.6774, -0.7152, 10.9737, -0.0058, -0.0109, -0.0008
O, -0.287, -3.1214, 16.2903, 0.0027, 0.0098, -0.0021
O, 4.9358, 3.8616, 21.0374, -0.0022, -0.0013, 0.0069
O, 4.0481, 2.5642, 14.8463, 0.0016, -0.0019, -0.0045
O, 4.948, 0.3029, 8.6635, 0.0143, -0.0083, -0.0207
O, 0.1011, -2.6348, 10.0306, -0.0015, -0.0014, 0.0155
O, -0.4411, 1.3506, 13.2796, 0.0024, -0.0001, 0.0022
O, 6.5437, -0.0634, 21.9408, -0.0013, -0.0003, 0.0066
O, -0.2393, 5.835, 28.9534, 0.002, -0.0002, 0.014
O, -1.9143, -3.3783, 27.938, 0.0103, -0.0037, 0.0317
O, -0.3996, -5.0317, 8.9222, 0.0089, -0.0083, -0.0021
O, 4.3749, -1.6464, 15.2407, -0.0012, 0.0018, -0.007
O, 1.9724, -0.6632, 22.2543, -0.0039, -0.0017, 0.0082
O, 6.8661, -3.3256, 26.45, -0.0048, 0.0006, -0.0077
O, 0.8016, 2.3128, 23.5833, -0.0028, -0.0007, 0.0116
O, 7.44, 3.0247, 20.4254, 0.0005, -0.0009, 0.0037
O, 3.6873, 5.1841, 17.891, 0.0004, 0.0005, 0.0016
O, 3.69, -1.818, 17.8187, 0.0003, 0.0007, 0.0011
O, 3.5661, 0.4417, 16.448, -0.0003, 0.001, -0.0026
O, -1.4458, -3.5916, 13.9543, 0.0006, -0.001, -0.0048
O, -0.8457, -2.2861, 20.1054, 0.0033, 0.0167, 0.0022
O, -2.6734, -1.1584, 23.7539, 0.0084, -0.0067, 0.0033
O, 2.4219, -2.1792, 8.842, 0.0059, -0.0102, -0.0031
O, 0.457, -0.3584, 8.7163, -0.0169, 0.0114, -0.0343
O, -2.5984, 2.1983, 18.2158, 0.0011, -0.021, 0.0012
O, 5.4238, -1.2119, 23.9038, -0.0034, -0.0021, 0.0028
O, 4.0859, 5.0146, 13.667, 0.0021, -0.001, 0.0007
O, 1.3558, 4.2062, 18.8145, 0.0027, -0.0008, 0.0012
O, -0.859, -0.5652, 15.8806, 0.0012, -0.0066, -0.001
O, 4.7526, -3.5612, 28.1605, -0.0287, -0.0071, 0.0172
O, -2.2789, -3.1532, 8.9056, -0.0119, 0.012, -0.0115
O, 1.6114, -3.265, 22.4639, -0.0005, 0.0039, 0.0071
O, 1.794, -4.7249, 14.0846, -0.0004, -0.0006, -0.0028
O, 1.5175, 4.0903, 28.0676, -0.0117, 0.0078, 0.0077
O, -2.4514, 2.8627, 12.6268, -0.0038, 0.0061, 0.0026
O, 7.7963, 3.184, 8.8037, 0.0066, -0.0069, -0.001
O, 1.9507, 1.5717, 12.458, 0.0067, -0.0088, 0.0001
O, 0.4801, 3.7691, 21.3715, 0.0011, -0.0007, 0.0085
O, -0.5174, 5.3398, 15.2608, 0.0033, -0.0016, -0.007
O, 0.2965, 0.1225, 20.3903, -0.0026, -0.013, 0.0005
O, 1.7696, 4.6183, 16.1526, -0.0007, -0.0001, -0.0057
O, 0.6261, -4.7359, 20.3703, 0.0007, 0.0008, 0.0094
O, 0.0492, -1.5934, 23.904, -0.0024, 0.0016, -0.0006
O, 5.7211, 2.8589, 25.7203, -0.0099, 0.0104, 0.0011
O, -2.0589, -3.8376, 21.6845, 0.0019, 0.0032, 0.0082
O, -0.2734, 4.0009, 25.3286, 0.0058, -0.0014, -0.0082
O, 2.16, 1.768, 21.3198, 0.0013, -0.0028, 0.0077
O, 6.8967, 0.9015, 24.459, 0.0012, 0, -0.0023
O, -1.1995, 4.2513, 19.489, 0.0009, -0.0001, 0.0068
O, -1.6627, -3.0708, 25.2741, -0.0045, -0.0029, -0.0061
O, 0.879, 3.7025, 13.7273, -0.0008, 0.0032, 0.0027
O, 3.133, 5.8843, 21.0844, 0.0015, -0.001, 0.0092
O, -2.6017, -4.4207, 16.3532, 0.0052, 0.0015, -0.0078
O, 2.5131, -2.798, 19.9794, 0.0026, 0.0036, 0.0068
O, -1.3805, 1.3769, 7.9584, 0.0179, -0.016, -0.0216
O, 6.9251, 4.2964, 11.0538, -0.0044, -0.002, 0
O, 3.9388, 4.4658, 26.9889, -0.0193, 0.0015, -0.0122
O, 5.918, 5.3792, 25.4188, 0.0059, -0.0001, -0.0001
O, 0.4368, -1.2336, 18.0787, -0.0056, 0, -0.0095
O, -2.6613, -3.8862, 18.9575, -0.0021, -0.0053, -0.0015
O, 7.7747, -2.6344, 12.3131, 0.0043, -0.0047, 0.007
O, 2.9864, 2.1468, 8.7955, -0.0114, 0.0133, -0.0141
O, -1.3624, 1.1224, 28.091, -0.0066, 0.0106, 0.0139

Results
free energy: -155247.702 eV
free energy less fixed offsets of O -568.88, Si -635.61 eV per atom: -5.302 eV

The program warned: the cutoff lies below the one the program advises for these potential files; the forces do not sum to zero within the program's tolerance; the exchange-correlation potential is rough where the density is thin.
